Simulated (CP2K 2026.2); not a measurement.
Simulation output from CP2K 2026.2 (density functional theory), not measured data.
Periodic cell of 534 atoms, Si358O176, from a study of silicon, its oxide and their interface. The atomic structure is a simulated model.
Doubt: the forces sum to 3.06 eV/angstrom along one axis rather than to zero, so they err by at least 0.0057 eV/angstrom per atom on average; the grid cutoff is modest.

Settings: functional PBE; method Gaussian and plane waves; basis set DZVP-MOLOPT-SR-GTH; pseudopotentials GTH-PBE; grid cutoff 350 Ry, relative cutoff 50 Ry; k points Gamma only; occupations fixed; spin none; net charge 0.

Cell vectors (angstrom)
a 16.4025 0 0
b 0 16.4025 0
c 0 0 35.2683

Atoms and the computed forces on them: element, x, y, z (angstrom), force x, y, z (eV/angstrom)
Si 15.984 0.492 34.971 0.314 -0.243 0.114
Si 2.997 2.84 35.072 0.136 -0.028 0.223
Si 1.47 6.75 34.202 -0.09 0.26 0.037
Si 3.316 8.317 34.537 -0.112 0.028 -0.165
Si 16.094 11.043 0.404 -0.052 -0.225 -0.33
Si 2.895 13.079 34.991 -0.182 -0.058 0.082
Si 5.867 16.032 35.011 0.155 0.09 0.287
Si 8.336 2.561 0.708 -0.158 0.038 -0.513
Si 5.31 5.835 0.002 0.19 0.019 0.42
Si 8.465 7.746 0.007 -0.217 0.129 0.126
Si 5.373 11.121 0.036 0.274 0.116 -0.171
Si 8.218 13.909 35.219 0.021 -0.039 0.18
Si 10.536 0.54 35.145 -0.035 0.076 -0.534
Si 13.918 2.998 34.955 0.086 -0.068 -0.053
Si 10.972 5.787 0.077 -0.141 0.179 0.331
Si 13.274 8.72 0.174 0.276 -0.115 0.048
Si 10.887 10.732 0.019 0.102 -0.256 -0.048
Si 13.976 13.385 35.149 0.031 0.07 -0.207
Si 1.362 1.471 1.003 -0.106 0.159 -0.088
Si 4.1 4.2 1.326 0.162 0.089 -0.149
Si 0.821 6.109 1.198 -0.021 0.046 0.244
Si 4.063 9.537 1.235 0.01 0.004 -0.169
Si 1.429 12.221 1.374 -0.05 0.133 -0.198
Si 4.021 14.95 0.926 0.2 -0.007 -0.12
Si 6.742 1.134 1.52 -0.056 -0.239 -0.152
Si 9.747 4.192 1.508 0.065 0.213 -0.312
Si 6.889 6.771 1.46 0.003 0.032 -0.374
Si 9.448 9.506 1.361 -0.044 -0.132 -0.22
Si 6.919 12.353 1.317 -0.039 0.119 -0.31
Si 9.645 15.188 1.29 -0.122 0.027 -0.162
Si 12.34 1.616 1.08 0.092 0.02 -0.093
Si 15.285 4.436 1.252 0.096 -0.107 0.045
Si 12.368 6.951 1.5 -0.073 0.174 -0.308
Si 14.849 9.615 1.686 -0.208 -0.094 -0.13
Si 12.227 12.347 1.18 0.056 -0.059 -0.091
Si 15.019 15.151 1.088 -0.043 0.04 0.013
Si 0.018 2.767 2.558 -0.054 -0.024 -0.095
Si 2.687 16.392 2.393 0.131 -0.008 -0.188
Si 16.334 8.013 2.61 0.109 -0.009 -0.221
Si 2.601 5.389 2.675 -0.109 0.108 -0.063
Si 0.02 13.765 2.542 -0.109 0.02 0.052
Si 2.718 10.829 2.694 0.123 -0.057 0.165
Si 5.413 2.701 2.669 -0.061 0.078 0.043
Si 8.235 16.32 2.803 -0.178 -0.058 0.218
Si 5.439 8.206 2.65 0.01 0 0.144
Si 8.231 5.428 2.82 0.011 0.045 0.092
Si 5.399 13.696 2.558 0.061 0.052 -0.094
Si 8.142 10.919 2.702 0.016 -0.054 0.042
Si 11.066 2.751 2.725 0.011 0.004 0.235
Si 13.601 0.067 2.481 0.04 -0.025 0.021
Si 10.871 8.233 2.791 -0.086 -0.032 0.086
Si 13.75 5.497 2.715 -0.097 0.001 0.025
Si 10.946 13.733 2.591 0.003 -0.097 0.142
Si 13.482 11.067 2.815 -0.083 0.079 0.214
Si 1.334 4.012 4.086 -0.028 0.025 -0.089
Si 4.011 1.299 3.935 -0.046 0.178 -0.004
Si 1.305 9.449 3.977 0.023 -0.047 0.001
Si 4.013 6.828 3.988 0.004 -0.05 -0.105
Si 1.381 15.091 3.923 -0.097 -0.058 -0.004
Si 4.082 12.281 3.985 0.031 0.017 -0.042
Si 6.8 4.031 4.073 0.075 -0.054 -0.047
Si 9.611 1.375 4.058 -0.058 0.002 -0.061
Si 6.77 9.572 4.071 -0.07 -0.012 -0.05
Si 9.543 6.841 4.165 -0.03 0.059 -0.102
Si 6.766 14.978 4.057 0.092 -0.108 0.006
Si 9.557 12.324 3.989 0 0.002 -0.055
Si 12.373 4.131 4.081 0.036 -0.157 0.065
Si 15.012 1.37 3.907 0.025 0.051 -0.099
Si 12.204 9.615 4.165 -0.073 0.108 -0.079
Si 15.014 6.835 4.138 0.094 -0.17 0.026
Si 12.307 15.084 3.97 -0.034 0.047 -0.092
Si 15.026 12.406 3.997 -0.104 0.011 -0.078
Si 16.382 16.361 10.88 -0.033 -0.009 -0.004
Si 2.702 2.693 10.876 0.002 0.008 0.014
Si 16.377 5.437 10.866 -0.009 0.014 0.005
Si 2.689 8.159 10.867 0.001 -0.017 0.006
Si 16.366 10.886 10.85 0.018 0.002 -0.003
Si 2.686 13.618 10.862 -0.018 0.028 0.004
Si 5.41 16.368 10.857 0.014 -0.019 -0.003
Si 8.135 2.696 10.859 0.018 0.006 0.002
Si 5.406 5.42 10.872 0.028 0.023 0.005
Si 8.121 8.14 10.874 0.024 -0.001 0.02
Si 5.382 10.877 10.865 0.017 -0.003 -0.001
Si 8.122 13.621 10.867 0.026 0.019 0
Si 10.877 16.368 10.854 0.012 0.008 -0.022
Si 13.638 2.704 10.882 0.012 -0.011 0.004
Si 10.872 5.429 10.861 0.021 -0.011 -0.002
Si 13.627 8.161 10.856 -0.009 0.011 0.006
Si 10.875 10.885 10.864 0.016 0.009 0.003
Si 13.634 13.629 10.86 -0.01 0 -0.012
Si 1.346 1.329 12.252 0.008 0.005 -0.007
Si 4.046 4.065 12.259 0.001 -0.047 0.006
Si 1.344 6.785 12.245 -0.014 0.036 -0.002
Si 4.044 9.505 12.262 -0.007 0.021 0.014
Si 1.343 12.223 12.226 -0.026 0.012 -0.005
Si 4.05 14.992 12.222 -0.006 -0.009 -0.022
Si 6.755 1.342 12.234 0.013 -0.011 0.005
Si 9.482 4.079 12.226 0.039 -0.002 -0.003
Si 6.751 6.781 12.259 0.001 -0.033 0.003
Si 9.504 9.499 12.225 -0.002 0.019 -0.003
Si 6.742 12.241 12.224 0.008 -0.027 -0.001
Si 9.494 14.999 12.207 0.016 -0.006 -0.007
Si 12.244 1.333 12.215 -0.04 -0.029 -0.007
Si 15.016 4.074 12.239 -0.014 0.008 0.004
Si 12.251 6.79 12.219 -0.034 -0.018 -0.025
Si 15.019 9.5 12.221 -0.059 -0.008 0.001
Si 12.256 12.246 12.21 0.013 0.002 -0.005
Si 15.015 14.979 12.228 -0.025 0.015 -0.012
Si 16.401 2.725 13.613 -0.034 -0.051 0.01
Si 2.722 16.364 13.612 0.015 -0.055 -0.009
Si 16.393 8.146 13.614 0.02 -0.07 -0.007
Si 2.686 5.426 13.648 -0.018 0 -0.022
Si 16.383 13.585 13.577 0.012 0 0.004
Si 2.682 10.862 13.638 -0.003 -0.007 0.001
Si 5.403 2.707 13.637 -0.062 0.049 -0.005
Si 8.106 16.346 13.573 0.083 -0.029 0.011
Si 5.373 8.115 13.654 0.05 0.004 -0.011
Si 8.105 5.415 13.632 0.025 0.029 0.017
Si 5.364 13.592 13.599 0.016 0.075 0.006
Si 8.092 10.838 13.568 0.042 0.033 -0.014
Si 10.855 2.703 13.558 -0.002 0.003 0.007
Si 13.628 16.359 13.553 -0.027 -0.034 0.004
Si 10.857 8.114 13.598 0.081 -0.018 0.023
Si 13.638 5.445 13.587 -0.05 0.028 0.012
Si 10.858 13.61 13.546 0.003 0.042 -0.009
Si 13.621 10.849 13.555 -0.009 0.06 0.008
Si 1.348 4.075 15.053 0.014 0.047 0.084
Si 4.052 1.341 15.021 0.022 -0.014 0.06
Si 1.352 9.477 15.027 -0.012 0.068 0.056
Si 4.012 6.767 15.073 -0.007 -0.001 0.077
Si 1.381 14.934 14.924 -0.009 0.016 -0.028
Si 4.029 12.229 15.024 -0.007 -0.01 0.056
Si 6.729 4.083 15.039 0.048 -0.061 0.078
Si 9.461 1.343 14.904 0.029 0.014 0.009
Si 6.761 9.472 14.993 -0.047 0.046 0.073
Si 9.462 6.78 15.005 -0.009 -0.072 0.023
Si 6.729 14.969 14.933 -0.083 -0.074 0.002
Si 9.457 12.233 14.87 0.009 -0.006 -0.015
Si 12.228 4.079 14.901 -0.006 0.007 -0.002
Si 14.997 1.338 14.898 0.009 0.049 -0.024
Si 12.267 9.468 14.921 -0.053 -0.077 -0.028
Si 15.042 6.769 14.975 -0.021 0.044 0.016
Si 12.249 14.971 14.887 -0.038 0.015 -0.072
Si 15.01 12.19 14.91 -0.014 -0.057 0.014
Si 16.401 16.339 16.168 0.012 -0.074 0.022
Si 2.726 2.718 16.45 0.024 -0.031 0.021
Si 16.362 5.432 16.446 0.003 -0.007 -0.016
Si 2.662 8.122 16.494 -0.021 -0.01 0.092
Si 16.36 10.848 16.348 0.025 -0.018 0.051
Si 2.666 13.595 16.417 -0.028 0.025 0.241
Si 5.42 16.34 16.356 -0.02 -0.057 0.009
Si 8.074 2.636 16.341 0.007 0.177 0.034
Si 5.37 5.43 16.495 -0.079 -0.026 -0.019
Si 8.082 8.118 16.432 0.035 0.035 -0.008
Si 5.386 10.815 16.374 0.13 0.003 0.013
Si 8.05 13.534 16.248 0.055 0.083 0.091
Si 10.872 16.38 16.185 -0.053 0.021 0.096
Si 13.636 2.748 16.226 -0.035 -0.153 0.079
Si 10.84 5.372 16.311 0.017 0.031 0.112
Si 13.703 8.162 16.308 -0.04 -0.105 0.064
Si 10.789 10.805 16.167 0.072 0.087 0.006
Si 13.604 13.547 16.198 0.046 -0.042 0.027
Si 1.271 1.268 17.628 -0.029 -0.042 -0.118
Si 4.115 4.021 17.963 -0.024 0.038 0.155
Si 1.257 6.797 17.929 0.117 0.083 0.07
Si 4.08 9.49 17.855 -0.074 -0.081 -0.083
Si 1.244 12.197 17.796 0.062 0.081 -0.127
Si 4.075 15.007 17.764 -0.028 -0.094 -0.094
Si 6.764 1.262 17.786 0.019 -0.002 0.035
Si 9.423 4 17.698 0.034 -0.147 -0.16
Si 6.664 6.849 17.905 -0.054 0.115 0.034
Si 9.492 9.544 17.685 -0.005 0.051 0.018
Si 6.767 12.141 17.743 0.032 -0.014 0.001
Si 9.437 14.993 17.44 -0.024 0 -0.321
Si 12.264 1.366 17.522 -0.115 0.273 -0.158
Si 14.965 4.003 17.731 -0.123 0.049 0.017
Si 12.3 6.76 17.561 0.112 -0.033 -0.194
Si 15.053 9.494 17.787 -0.034 -0.028 0.084
Si 12.2 12.104 17.461 -0.087 -0.123 -0.169
Si 15.052 14.924 17.441 0.121 -0.053 -0.215
Si 16.248 2.483 19.033 -0.095 -0.053 0.174
Si 2.636 0.015 19.054 0.066 -0.003 0.181
Si 16.32 8.191 19.436 -0.013 0.013 0.235
Si 2.615 5.389 19.311 0.03 -0.052 0.09
Si 16.202 13.656 19.033 0.011 0.057 0.38
Si 2.683 10.848 19.159 -0.053 0.161 0.247
Si 5.551 2.553 19.392 -0.082 -0.104 0.052
Si 8.239 16.26 19.006 0.099 -0.049 0.236
Si 5.348 8.236 19.477 0.057 0.039 0.127
Si 8.087 5.418 19.09 0.35 -0.11 0.097
Si 5.441 13.559 19.089 -0.105 -0.007 0.337
Si 8.155 10.804 19.216 0.053 0.149 0.174
Si 10.858 2.599 18.997 0.133 0.013 0.312
Si 13.666 16.279 18.638 0.014 0.102 0.186
Si 11.023 8.215 18.838 0.092 -0.076 0.303
Si 13.55 5.401 19.035 0.023 0.011 0.267
Si 10.775 13.527 18.58 -0.075 -0.031 0.284
Si 13.526 10.864 18.955 -0.013 -0.105 0.24
Si 1.3 3.688 20.399 -0.012 0.06 0.081
Si 3.615 1.537 20.617 0.015 -0.065 0.25
Si 1.665 9.427 20.769 -0.096 0.024 -0.293
Si 3.707 6.988 20.768 -0.035 -0.344 -0.035
Si 1.435 14.845 20.316 -0.012 -0.209 -0.036
Si 3.731 12.546 20.449 0.071 0.12 -0.278
Si 7.251 3.861 20.669 -0.163 0.357 0.155
Si 10.095 0.677 20.254 0.17 -0.039 0.215
Si 6.717 9.76 20.909 0.043 -0.173 -0.347
Si 9.781 6.711 20.045 0.03 0.129 -0.086
Si 7.12 14.675 20.32 0.01 -0.033 0.182
Si 9.4 12.57 20.206 -0.007 0.001 0.179
Si 11.802 4.371 20.295 -0.12 -0.017 -0.032
Si 14.729 1.074 20.322 -0.027 0.107 0.04
Si 12.527 9.241 20.414 -0.097 0.102 -0.246
Si 14.608 6.86 20.587 -0.22 0 -0.141
Si 12.227 14.873 19.705 -0.136 -0.107 0.51
Si 14.323 12.693 20.181 -0.189 0.131 0.145
Si 15.22 12.728 22.962 0.012 -0.057 0.401
Si 4.555 0.935 23.5 0.065 0.172 0.359
Si 15.408 4.499 22.591 0.055 0.109 0.018
Si 3.791 5.66 23.64 -0.11 -0.139 0.212
Si 16.053 9.415 25.543 -0.028 0.012 0.379
Si 2.297 9.354 26.953 -0.092 0.046 0.169
Si 5.912 3.603 23.198 0.005 -0.082 0.433
Si 10.431 1.145 23.287 -0.026 -0.168 0.235
Si 8.767 3.613 23.386 -0.08 -0.028 0.239
Si 8.819 8.59 22.495 0.293 -0.344 0.14
Si 5.366 11.904 22.841 -0.087 0.163 0.382
Si 6.308 14.904 23.266 0.182 0.093 0.231
Si 13.325 14.399 25.931 -0.041 -0.047 0.215
Si 12.944 2.618 22.296 -0.135 -0.136 0.282
Si 11.992 7.908 28.277 -0.046 0.048 -0.013
Si 10.425 7.937 24.981 0.243 -0.026 0.219
Si 1.156 11.014 23.505 -0.063 -0.003 0.435
Si 15.88 4.602 28.924 -0.02 0.089 -0.17
Si 6.947 3.975 33.614 0.187 0.082 0.119
Si 1.15 4.518 24.611 0.066 -0.117 0.225
Si 10.512 2.554 27.256 -0.022 0.076 0.057
Si 16.079 15.672 22.637 0.089 0.016 0.106
Si 1.031 14.486 27.728 -0.033 -0.123 0.084
Si 2.681 2.263 25.823 -0.018 0.157 0.115
Si 7.696 2.13 28.237 -0.023 0.088 -0.096
Si 7.227 4.98 27.485 0.044 -0.009 0.119
Si 9.872 5.037 25.651 0.053 -0.02 0.096
Si 4.687 6.321 26.495 0.114 -0.158 0.155
Si 8.378 14.66 27.706 0.094 -0.027 -0.11
Si 13.108 8.845 25.595 -0.019 0.026 0.074
Si 11.976 1.795 29.816 -0.06 -0.021 -0.296
Si 15.066 2.028 27.465 -0.079 0.034 -0.067
Si 10.801 10.968 22.429 0.278 0.098 0.015
Si 12.412 0.467 27.384 0.08 -0.167 0.003
Si 11.009 12.793 24.899 -0.267 0.329 0.25
Si 15.829 16.215 25.568 -0.14 -0.044 0.326
Si 0.152 0.509 31.995 0.001 -0.041 -0.397
Si 3.987 8.535 29.409 0.071 0.114 -0.129
Si 2.144 4.918 27.294 -0.054 -0.09 0.041
Si 15.689 8.778 33.666 -0.305 0.131 0.07
Si 2.925 0.403 28.308 0.035 0.12 -0.057
Si 9.405 3.876 31.941 -0.11 0.007 -0.431
Si 2.463 12.046 26.282 -0.038 0.164 0.359
Si 9.144 15.101 24.712 0.021 -0.096 0.027
Si 4.705 10.619 25.613 -0.001 0.019 0.332
Si 5.053 6.322 31.175 0.271 0.01 -0.373
Si 13.343 9.542 30.255 0.091 0.14 -0.212
Si 8.18 0.037 30.101 0.073 0.021 -0.067
Si 9.347 9.11 27.563 0.111 -0.05 0.04
Si 12.402 4.727 32.737 -0.064 0.015 -0.291
Si 10.139 12.114 27.907 0.102 0.011 -0.016
Si 15.556 10.663 31.571 -0.113 0.188 -0.494
Si 2.721 2.017 31.056 -0.056 -0.084 -0.318
Si 5.074 1.659 33.073 -0.217 -0.005 -0.159
Si 3.9 10.256 31.925 0.037 -0.034 -0.347
Si 7.768 5.669 30.272 0.052 -0.026 -0.206
Si 14.263 11.619 25.781 0.077 0 0.454
Si 1.756 12.456 32.12 -0.154 -0.023 -0.262
Si 10.049 0.894 32.151 0.02 -0.042 -0.219
Si 6.028 16.079 28.434 -0.004 0.116 -0.017
Si 6.207 8.97 27.526 0.058 0.086 0.128
Si 7.378 7.868 32.233 0.127 -0.156 -0.247
Si 6.806 10.65 32.557 -0.081 -0.088 -0.254
Si 11.575 12.006 30.711 0.125 -0.193 -0.177
Si 13.609 6.466 30.262 -0.043 0.158 -0.259
Si 0.142 14.269 30.511 -0.023 -0.187 -0.251
Si 9.338 12.204 32.958 0.12 -0.139 -0.254
Si 2.639 4.668 32.405 -0.044 -0.09 -0.422
Si 14.944 2.262 30.297 -0.116 -0.113 -0.058
Si 14.013 13.054 32.139 0.039 -0.175 -0.424
O 12.257 13.859 24.822 0.063 -0.077 -0.159
O 16.402 16.262 33.481 -0.028 -0.241 0.456
O 6.179 2.825 32.748 -0.13 0.004 -0.168
O 4.21 1.884 34.461 -0.304 -0.177 0.25
O 1.537 5.811 32.8 0.074 0.131 0.381
O 2.432 3.638 31.135 -0.008 0.216 0.069
O 3.601 9.397 33.287 -0.205 -0.226 0.399
O 4.326 6.998 29.868 0.122 -0.063 0.223
O 15.156 12.235 35.013 -0.148 0.002 0.124
O 0.083 9.996 34.434 0.291 0.048 0.047
O 1.857 13.046 33.658 0.362 0.331 0.393
O 1.558 13.729 31.13 -0.091 0.29 0.056
O 6.962 14.83 34.695 -0.103 0.156 0.07
O 5.763 0.23 33.451 -0.013 0.066 -0.03
O 9.228 2.296 32.274 -0.24 0.195 0.093
O 14.934 5.893 29.401 0.17 0.025 -0.112
O 4.445 7.115 34.683 0.077 -0.394 -0.143
O 5.974 5.244 33.88 -0.032 -0.199 -0.331
O 7.707 7.748 33.813 -0.133 0.192 0.159
O 8.251 6.959 31.177 -0.044 0.052 0.181
O 3.119 11.665 31.848 0.157 0.105 -0.024
O 4.227 12.14 34.603 -0.039 -0.059 0.16
O 9.187 13.529 33.909 -0.061 0.068 0.299
O 6.338 10.435 34.117 -0.38 -0.281 0.379
O 9.275 1.609 35 0.318 0.058 0.316
O 10.713 0.247 33.493 0.016 -0.032 0.604
O 14.944 1.735 34.6 0.066 -0.154 -0.014
O 13.328 3.557 33.464 0.166 -0.041 0.366
O 9.777 6.824 34.91 -0.067 -0.006 0.12
O 11.921 5.65 33.991 -0.057 0.007 0.205
O 16.383 7.377 33.991 -0.077 -0.202 -0.1
O 14.128 8.512 34.048 0.103 0.049 -0.296
O 12.029 9.619 34.824 0.15 0.201 0.33
O 10.022 11.054 33.905 -0.071 -0.067 0.19
O 12.723 13.079 31.148 0.182 0.048 -0.159
O 11.189 12.311 29.147 0.119 -0.041 0.127
O 2.516 2.736 21.027 0.083 -0.06 -0.362
O 0.228 4.013 21.623 0.342 0.018 -0.255
O 5.761 1.981 23.125 0.047 -0.04 -0.367
O 3.743 0.757 22.093 0.072 0.075 -0.374
O 2.526 8.073 21.169 0.142 0.121 -0.204
O 1.795 10.33 22.174 -0.031 -0.011 -0.359
O 4.607 4.262 23.874 0.087 0.03 0.294
O 4.181 6.418 22.262 0.2 0.034 -0.332
O 0.388 12.36 23.037 0.156 0.24 -0.347
O 2.037 11.611 24.757 0.202 -0.001 -0.226
O 3.985 12.29 22.072 0.028 0.013 -0.279
O 2.568 13.69 20.543 -0.116 -0.256 -0.093
O 8.555 3.593 21.742 -0.255 -0.117 -0.392
O 7.281 3.829 24.045 -0.152 0.194 0.169
O 9.746 1.033 21.816 -0.273 -0.026 -0.305
O 11.246 15.893 20.586 -0.008 0.233 -0.377
O 6.225 11.166 21.654 0.298 -0.058 -0.127
O 7.225 8.808 22.203 -0.108 0.063 -0.119
O 10.826 5.642 20.71 0.285 -0.322 -0.163
O 9.313 7.717 21.237 -0.178 -0.052 0.258
O 6.415 15.307 21.686 -0.149 -0.18 -0.278
O 5.147 15.866 23.925 -0.238 0.103 -0.217
O 8.324 13.656 20.887 -0.219 0.036 -0.332
O 10.436 12.203 21.44 -0.178 0.206 -0.242
O 11.978 3.836 21.852 -0.222 0.147 0.163
O 13.403 1.901 20.897 0.222 -0.308 -0.144
O 15.294 0.344 21.7 -0.119 0.091 -0.418
O 1.05 15.292 21.862 -0.152 0.035 -0.193
O 10.574 6.496 25.74 0.338 0.046 0.12
O 11.943 10.027 21.74 0.011 -0.068 0.263
O 14.831 5.9 21.949 0.214 0.099 -0.072
O 13.522 8.055 21.048 -0.066 -0.032 -0.138
O 13.179 13.854 20.634 0.077 -0.37 -0.547
O 0.19 9.815 24.062 -0.238 0.111 -0.179
O 14.627 11.996 21.646 -0.051 -0.194 -0.153
O 15.926 1.301 26.274 -0.014 -0.141 -0.086
O 14.439 12.086 24.231 -0.028 0.016 -0.246
O 1.501 2.914 24.862 0.108 -0.009 -0.094
O 0.075 13.869 28.913 0.105 -0.179 0.184
O 16.056 4.758 24.061 -0.113 0.263 -0.011
O 14.297 3.322 22.897 -0.068 0.045 0.314
O 4.173 6.536 24.961 0.105 0.18 -0.148
O 2.218 5.234 23.595 0.004 -0.122 -0.077
O 11.924 8.477 24.486 -0.093 -0.107 0.049
O 0.891 8.707 26.369 -0.08 0.037 -0.135
O 14.364 15.51 25.327 -0.074 0.125 -0.427
O 0.087 16.328 24.085 -0.017 -0.172 -0.417
O 3.762 1.615 24.77 -0.018 0.061 -0.029
O 1.978 15.519 28.535 -0.121 0.1 0.459
O 9.474 2.267 23.987 0.071 0.093 -0.087
O 8.999 15.257 26.327 -0.034 0.224 0.079
O 9.678 4.8 24.041 -0.15 -0.115 -0.094
O 6.06 4.337 21.738 0.091 0.145 -0.09
O 9.305 7.769 23.812 -0.049 0.115 -0.277
O 8.437 5.052 26.419 0.115 -0.114 -0.003
O 5.111 10.838 24.053 0.212 0.134 -0.066
O 5.827 5.173 26.681 -0.149 0.008 -0.008
O 7.697 15.285 24.019 -0.239 0.129 -0.27
O 6.021 13.295 23.43 -0.034 -0.265 0.063
O 13.998 13.031 26.595 0.089 -0.041 0.049
O 13.559 1.585 27.031 0.075 0.146 -0.042
O 6.618 1.031 27.707 -0.099 -0.067 -0.286
O 12.035 1.599 23.24 0.289 0.31 -0.061
O 12.388 6.582 29.151 -0.056 -0.133 0.234
O 12.705 9.288 28.792 0.086 0.123 0.011
O 12.655 7.842 26.799 -0.161 0.077 0.01
O 9.451 10.081 22.594 -0.061 0.047 -0.202
O 15.139 14.351 22.857 -0.382 0.06 -0.317
O 13.077 10.474 25.894 -0.096 0.177 0.161
O 0.152 15.859 30.766 0.189 0.39 0.079
O 15.286 3.666 27.649 0.076 -0.014 0.055
O 1.204 5.316 26.028 -0.138 -0.159 -0.283
O 7.223 3.393 35.09 -0.079 0.383 -0.173
O 2.942 3.508 26.903 -0.05 -0.079 -0.118
O 3.378 5.979 27.434 0.098 0.094 -0.118
O 2.81 8.546 28.265 0.064 -0.182 0.089
O 5.479 7.654 26.937 -0.182 -0.036 -0.124
O 0.151 15.197 26.586 0.099 0.113 -0.107
O 15.613 10.83 26.299 0.106 0.153 -0.304
O 3.527 9.454 25.838 -0.058 0.094 -0.222
O 1.936 13.44 26.876 0.217 -0.093 -0.009
O 2.454 1.017 26.867 0.143 0.091 0.094
O 4.43 16.174 28.318 0.118 -0.323 -0.165
O 8.266 1.632 29.687 0.195 -0.107 0.352
O 10.241 16.162 24.131 0.292 0.02 0.172
O 6.991 3.579 28.292 0.154 0.097 0.239
O 8.918 2.28 27.194 -0.069 0.053 -0.19
O 9.784 9.051 25.997 0.095 0.096 -0.175
O 7.786 8.725 27.791 -0.175 -0.282 -0.149
O 7.637 6.037 28.68 -0.096 0.175 0.034
O 10.818 3.902 26.378 0.164 0.116 -0.196
O 8.952 15.576 28.938 0.266 -0.12 -0.029
O 10.875 12.304 26.459 -0.148 -0.083 -0.191
O 9.666 13.579 24.41 -0.183 -0.06 0.177
O 10.363 8.079 28.344 -0.118 -0.021 0.039
O 6.578 16.043 30.008 0.033 0.209 -0.126
O 12.306 0.42 29.007 -0.093 0.111 0.138
O 15.829 3.634 30.245 -0.102 -0.016 0.194
O 11.086 2.749 28.8 0.166 -0.09 0.342
O 13.7 8.025 30.835 -0.143 -0.038 0.359
O 11.266 11.555 23.881 0.175 -0.522 -0.167
O 15.825 9.156 32.101 -0.215 -0.377 0.122
O 12.53 15.288 27.041 0.149 0.042 0.235
O 10.266 12.318 31.63 -0.411 -0.057 0.367
O 15.235 13.72 31.296 -0.158 0.18 0.158
O 14.48 11.515 32.467 -0.072 -0.003 0.091
O 1.061 4.952 28.555 -0.098 0.05 0.216
O 15.367 1.391 28.952 0.172 -0.208 0.035
O 14.703 8.495 25.309 -0.009 -0.112 -0.111
O 1.565 1.302 31.941 -0.105 -0.104 0.038
O 3.4 9.343 30.676 0.068 -0.097 0.262
O 3.978 5.515 32.057 -0.056 -0.059 0.259
O 4.141 1.599 31.737 0.26 0.151 0.207
O 8.856 4.455 30.49 0.308 -0.198 0.35
O 1.959 10.907 27.351 0.068 0.133 -0.18
O 0.566 11.439 31.619 0.149 0.06 0.297
O 8.35 4.555 32.997 -0.043 -0.058 0.083
O 2.738 1.511 29.498 -0.088 0.382 0.225
O 9.535 10.624 28.084 0.015 -0.035 0.153
O 10.996 4.206 32.062 0.231 -0.168 0.196
O 4.106 12.026 26.232 0.056 0.049 -0.078
O 6.24 5.27 30.745 -0.151 0.122 0.38
O 13.343 2.603 30.212 0.012 0.134 0.295
O 11.132 1.164 26.655 -0.121 0.033 -0.203
O 7.806 11.918 32.449 -0.093 0.167 0.068
O 5.437 10.751 31.696 0.118 0.085 0.039
O 5.362 9.289 28.894 0.091 0.186 0.261
O 6.046 10.179 26.437 0.203 -0.063 0.011
O 6.729 14.781 27.698 0.106 -0.086 -0.232
O 8.972 16.228 31.502 -0.025 0.037 -0.095
O 15.292 1.499 31.679 -0.062 0.125 -0.038
O 11.277 1.276 31.162 0.061 0.027 0.094
O 7.666 9.428 31.893 0.149 0.051 0.32
O 5.784 7.546 31.985 0.08 -0.067 0.39
O 13.242 5.503 31.545 0.007 -0.327 0.458
O 2.626 3.751 33.749 0.097 0.008 0.396
O 8.869 13.136 27.964 0.041 0.104 -0.142
O 14.759 10.399 30.139 0.181 0.201 0.409
O 12.184 10.483 30.979 0 0.08 0.009
O 13.647 13.788 33.551 -0.005 0.005 0.443
Si 16.377 0.01 5.319 0.01 0.001 -0.096
Si 2.706 2.645 5.402 -0.087 -0.079 -0.013
Si 16.377 5.412 5.437 0.017 0.024 -0.007
Si 2.678 8.164 5.404 0.017 0.008 -0.009
Si 16.362 10.919 5.318 -0.068 -0.046 -0.091
Si 2.695 13.668 5.324 0.034 0.003 -0.075
Si 5.39 16.38 5.364 0.11 0.007 -0.069
Si 8.192 2.692 5.418 -0.01 0.035 0.051
Si 5.397 5.439 5.369 -0.044 0.004 -0.057
Si 8.131 8.21 5.457 0.037 -0.035 -0.015
Si 5.415 10.943 5.415 0.034 -0.006 -0.015
Si 8.163 13.626 5.398 -0.146 -0.041 0.004
Si 10.939 16.386 5.406 0.021 -0.042 0.008
Si 13.701 2.699 5.398 0.01 0.09 -0.047
Si 10.941 5.448 5.45 -0.003 0.006 -0.026
Si 13.625 8.215 5.451 -0.024 0.07 0.01
Si 10.843 10.987 5.468 0.05 -0.066 0.01
Si 13.651 13.723 5.384 0.095 0.067 -0.008
Si 1.315 1.321 6.759 0.013 0.048 0.018
Si 4.056 4.054 6.749 0.054 -0.017 -0.037
Si 1.337 6.789 6.781 0.011 -0.014 0.007
Si 4.047 9.549 6.753 -0.036 0.019 0.006
Si 1.329 12.285 6.699 0.014 -0.016 -0.021
Si 4.045 15.007 6.74 -0.001 -0.015 0.005
Si 6.784 1.322 6.744 0.013 0.017 0.009
Si 9.548 4.07 6.783 -0.022 -0.002 0.013
Si 6.76 6.799 6.767 0.002 0.044 -0.029
Si 9.5 9.576 6.814 -0.06 0.066 0.009
Si 6.796 12.277 6.784 0.085 -0.042 0.019
Si 9.538 15.01 6.753 -0.013 0.044 -0.027
Si 12.307 1.347 6.769 -0.016 -0.014 -0.005
Si 15.022 4.056 6.803 0.005 -0.052 0.02
Si 12.282 6.823 6.815 -0.02 -0.022 -0.014
Si 15.016 9.587 6.763 -0.031 -0.003 -0.02
Si 12.277 12.339 6.766 -0.029 -0.04 -0.019
Si 15.032 15.06 6.741 -0.073 -0.041 0.022
Si 16.381 2.686 8.156 -0.012 0.034 0.011
Si 2.68 16.358 8.122 -0.015 -0.027 0.01
Si 16.367 8.18 8.118 0.014 0.005 0.01
Si 2.7 5.416 8.134 -0.032 0.018 0.017
Si 16.372 13.646 8.096 -0.038 -0.001 -0.025
Si 2.674 10.917 8.103 0.028 0.007 -0.004
Si 5.424 2.693 8.116 0.038 0.024 0.011
Si 8.151 16.363 8.118 -0.011 -0.022 -0.009
Si 5.399 8.169 8.129 0.025 -0.027 0.001
Si 8.146 5.432 8.125 0.035 -0.003 0.005
Si 5.41 13.645 8.122 0.025 0.014 -0.009
Si 8.128 10.912 8.175 -0.011 -0.037 0.028
Si 10.913 2.696 8.139 -0.007 0.002 -0.007
Si 13.657 16.382 8.145 0.031 0.045 -0.008
Si 10.881 8.186 8.149 0.012 0.003 0.004
Si 13.642 5.428 8.154 0.001 0.007 0.006
Si 10.891 13.658 8.149 0.019 0.001 -0.009
Si 13.629 10.936 8.123 0.017 0.006 0.012
Si 1.34 4.059 9.511 -0.01 -0.027 0.007
Si 4.051 1.33 9.484 -0.008 0.005 -0.012
Si 1.335 9.533 9.485 -0.042 -0.002 0.007
Si 4.051 6.792 9.501 0.019 0.006 0.008
Si 1.327 14.99 9.495 0.031 -0.015 -0.01
Si 4.045 12.264 9.483 -0.006 -0.009 -0.003
Si 6.776 4.064 9.492 -0.006 -0.02 0.014
Si 9.514 1.334 9.487 0.019 -0.001 -0.009
Si 6.762 9.52 9.512 0.029 0.023 0.024
Si 9.506 6.801 9.497 -0.018 0.013 0.002
Si 6.779 15.003 9.491 0.026 0.005 0
Si 9.516 12.275 9.511 -0.01 -0.022 -0.003
Si 12.265 4.065 9.515 -0.026 0.003 -0.005
Si 15.012 1.334 9.527 -0.032 -0.006 -0.003
Si 12.267 9.55 9.494 -0.008 0.005 -0.011
Si 15.01 6.807 9.498 -0.023 -0.024 -0.004
Si 12.272 15.015 9.503 -0.022 -0.005 -0.006
Si 15.011 12.28 9.486 -0.035 -0.001 -0.007

Results
total energy: -115453.883 eV
total energy less fixed offsets of O -438.35, Si -107.03 eV per atom: 12.457 eV
